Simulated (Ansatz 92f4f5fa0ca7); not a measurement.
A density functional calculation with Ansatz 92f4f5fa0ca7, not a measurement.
Periodic cell of 414 atoms, Si266O148, from a study of silicon, its oxide and their interface. The atomic structure is a simulated model.
Doubt: the cutoff is far below the 930 eV that the study's wrapper takes by default for these files, so forces and energies are approximate.
This geometry differs little from another in the collection (a relaxation step or a small displacement).

Settings: functional PBE; potential files Ansatz PAW; basis plane waves; wave-function cutoff 580 eV; density cutoff ratio 5; exchange-correlation grid ratio 1; k mesh 1 x 1 x 1, Gamma-centred; self-consistency stop 5e-08 eV per atom in the density residual; occupations fixed; spin none; net charge 0.

Cell vectors (angstrom)
a 15.4687 0 0
b 0 12.8259 0
c 0 0 36.4893

Atoms and the computed forces on them: element, x, y, z (angstrom), force x, y, z (eV/angstrom)
Si 0.047 1.19 33.813 -0.004 0 0.002
Si 3.897 1.178 33.769 -0.009 0.003 0.003
Si 7.709 1.17 33.753 -0.001 0.003 0
Si 11.603 1.185 33.827 0.004 0.002 0.005
Si 1.899 7.568 33.837 -0.004 0.005 0.004
Si 5.756 7.578 33.801 -0.004 0.002 -0.001
Si 9.665 7.572 33.857 -0.001 -0.002 -0.006
Si 13.549 7.569 33.836 0.001 0.009 0.003
Si 1.934 5.247 34.222 -0.056 0.022 0.168
Si 5.801 5.247 34.222 -0.008 -0.272 -0.255
Si 9.668 5.247 34.222 -0.113 -0.265 -0.242
Si 13.535 5.247 34.222 0.132 0.141 0.081
Si 0 11.66 34.222 0.117 0.313 0.365
Si 3.867 11.66 34.222 -0.219 0.171 -0.417
Si 7.734 11.66 34.222 -0.07 0.166 -0.013
Si 11.602 11.66 34.222 -0.047 0.21 0.143
Si 0 4.664 35.459 0.031 -0.083 0.004
Si 3.867 4.664 35.459 0.043 -0.025 -0.018
Si 7.734 4.664 35.459 -0.018 0.04 0
Si 11.602 4.664 35.459 0.001 -0.088 -0.088
Si 1.934 11.077 35.459 -0.013 0.054 0.023
Si 5.801 11.077 35.459 0.056 -0.048 -0.097
Si 9.668 11.077 35.459 0.008 0.03 -0.033
Si 13.535 11.077 35.459 0.021 0.053 0.025
Si 0 2.332 35.871 0.127 0.051 0.131
Si 3.867 2.332 35.871 0.124 -0.019 -0.215
Si 7.734 2.332 35.871 -0.126 -0.089 -0.315
Si 11.602 2.332 35.871 -0.044 0.03 0.175
Si 1.934 8.745 35.871 -0.066 0.043 0.128
Si 5.801 8.745 35.871 -0.098 -0.056 0.004
Si 9.668 8.745 35.871 -0.026 0.043 0.316
Si 13.535 8.745 35.871 0.035 0.057 0.121
Si 1.934 1.749 0.619 0.039 -0.036 -0.009
Si 5.801 1.749 0.619 0.021 0.042 -0.039
Si 9.668 1.749 0.619 0.05 0.007 -0.047
Si 13.535 1.749 0.619 0.002 -0.009 -0.011
Si 0 8.162 0.619 0.041 0.039 0.028
Si 3.867 8.162 0.619 -0.031 0.009 -0.004
Si 7.734 8.162 0.619 0.015 -0.004 -0.006
Si 11.602 8.162 0.619 -0.006 0.052 0.019
Si 0 5.83 1.031 -0.039 0.108 0.088
Si 3.867 5.83 1.031 -0.011 -0.055 -0.062
Si 7.734 5.83 1.031 0.015 0.004 0.042
Si 11.602 5.83 1.031 -0.008 -0.024 -0.043
Si 1.934 12.243 1.031 0.031 -0.036 -0.003
Si 5.801 12.243 1.031 -0.057 0.05 0.066
Si 9.668 12.243 1.031 -0.012 0.032 0.054
Si 13.535 12.243 1.031 -0.037 -0.004 -0.001
Si 1.934 5.247 2.268 0.363 -0.023 -0.027
Si 5.801 5.247 2.268 -0.107 0.018 0.103
Si 9.668 5.247 2.268 0.032 -0.071 -0.216
Si 13.535 5.247 2.268 -0.079 -0.05 -0.109
Si 0 11.66 2.268 0.035 -0.016 -0.027
Si 3.867 11.66 2.268 -0.012 0.066 0.129
Si 7.734 11.66 2.268 0.039 0.087 0.221
Si 11.602 11.66 2.268 0.063 0.012 0.074
Si 1.934 2.915 2.68 -0.049 0.108 0.057
Si 5.801 2.915 2.68 -0.014 -0.117 -0.059
Si 9.668 2.915 2.68 -0.075 -0.077 -0.022
Si 13.535 2.915 2.68 -0.015 -0.01 -0.029
Si 0 9.328 2.68 -0.039 -0.112 0.001
Si 3.867 9.328 2.68 0.016 0.04 0.048
Si 7.734 9.328 2.68 -0.02 0.068 0.112
Si 11.602 9.328 2.68 -0.001 0 -0.031
Si -1.899 -1.632 31.052 -0.003 -0.009 -0.005
Si 6.031 5.889 25.278 -0.016 0.002 -0.007
Si -0.03 -2.607 16.454 0.003 0.004 -0.022
Si 9.37 6.002 21.928 -0.015 -0.005 0.002
Si 2.053 10.163 22.094 0.001 0.009 0.008
Si -0.113 7.396 25.419 0.022 -0.009 -0.027
Si 5.139 8.248 26.699 -0.009 -0.001 -0.015
Si 11.716 3.412 28.944 -0.007 0.016 -0.007
Si -1.882 4.157 27.691 0.008 -0.023 -0.009
Si -0.764 4.866 23.739 0.002 0.002 0.004
Si 14.931 0.568 27.197 -0.038 -0.024 0.011
Si 16.433 2.901 20.788 -0.004 -0.009 0.006
Si 5.742 8.382 29.738 -0.011 0 0.021
Si 4.732 5.934 22.482 0 0.004 0.003
Si 11.762 13.827 29.322 -0.001 -0.014 0.002
Si 11.999 13.179 24.968 -0.012 0.013 0.024
Si 7.698 -1.881 24.203 -0.002 -0.001 -0.013
Si 5.556 7.322 18.607 -0.004 0.002 0.007
Si 10.622 9.642 19.848 -0.004 0.004 -0.01
Si 17.687 4.295 27.454 0.006 0 0.004
Si 1.947 13.457 30.476 -0.004 -0.005 0.004
Si 7.903 13.836 29.291 0.003 0.011 0.025
Si 5.759 10.705 30.82 0.006 0 -0.006
Si 11.48 7.096 30.597 -0.008 0.016 -0.013
Si -1.826 0.718 30.676 0.004 0.008 0.01
Si 1.526 5.531 21.845 0.001 0.001 0.013
Si 5.797 0.306 30.253 -0.005 -0.003 -0.008
Si 9.805 3.877 27.611 -0.001 -0.022 0.004
Si 2.296 6.698 27.149 -0.016 -0.01 0.007
Si 3.842 3.485 28.991 0.011 0.001 -0.021
Si 9.789 13.237 30.552 -0.006 -0.007 -0.008
Si 21.058 3.722 27.479 0.007 -0.013 0.051
Si 1.79 -1.692 30.827 -0.01 0 0.001
Si 8.112 2.009 20.809 -0.014 -0.008 0.003
Si 7.709 3.368 28.673 -0.014 0.005 -0.016
Si 12.866 -0.52 27.732 0.046 0.03 -0.011
Si 0.845 10.175 28.793 0.003 0.002 -0.01
Si 7.645 7.151 30.51 0.002 0 -0.009
Si 9.602 8.064 29.476 0.012 -0.012 0.043
Si 13.838 10.225 28.932 -0.016 -0.004 0.01
Si 0.176 3.71 28.773 -0.018 0.021 0.008
Si 3.718 7.282 30.42 0.004 0.003 0.002
Si 7.674 4.7 30.748 -0.001 -0.005 -0.004
Si 11.592 4.702 30.929 -0.003 -0.009 0
Si 0.036 14.214 29.327 -0.008 -0.018 -0.009
Si 5.247 11.261 25.794 -0.019 0.004 0.013
Si 9.644 10.852 30.959 -0.005 0.022 0.018
Si 9.399 14.716 25.294 0.016 -0.021 -0.013
Si 1.951 4.175 32.134 -0.006 -0.002 0.003
Si 5.798 4.101 32.088 -0.002 -0.001 0.001
Si 9.615 4.092 32.092 0.007 0.009 0.003
Si 13.562 4.161 32.133 0 -0.001 0.004
Si -0.004 10.511 32.216 0.007 0.001 0.006
Si 3.777 10.503 32.106 -0.001 -0.005 0.005
Si 7.676 10.442 32.203 -0.001 0.006 0.004
Si 11.612 10.486 32.193 0.009 0.001 0.008
Si 1.967 1.812 32.534 0.003 -0.003 0.005
Si 5.789 1.656 32.376 0.003 0.003 0.003
Si 9.684 1.722 32.551 -0.004 -0.001 -0.001
Si 13.56 1.859 32.68 0.004 -0.004 -0.009
Si -0.007 8.19 32.593 -0.006 0.003 0.003
Si 3.78 8.195 32.599 0 -0.002 -0.005
Si 7.734 8.129 32.65 0.002 0.002 0.005
Si 11.6 8.169 32.67 0.007 0.003 -0.001
Si 0 2.332 3.917 0.109 -0.242 -0.359
Si 3.867 2.332 3.917 0.369 0.267 0.319
Si 7.734 2.332 3.917 0.001 0.04 -0.194
Si 11.602 2.332 3.917 0.137 0.005 -0.292
Si 1.934 8.745 3.917 0.078 -0.068 0.374
Si 5.801 8.745 3.917 -0.149 0.037 0.221
Si 9.668 8.745 3.917 0.214 -0.104 -0.064
Si 13.535 8.745 3.917 -0.102 -0.163 -0.332
Si 2.049 6.401 4.336 -0.001 0 0
Si 5.821 6.411 4.351 -0.01 0.002 0.001
Si 9.689 6.405 4.302 0.006 -0.003 0
Si 13.499 6.409 4.318 0.001 -0.009 -0.005
Si 0.029 12.817 4.324 -0.001 0 -0.009
Si 3.845 12.839 4.348 -0.007 -0.004 -0.006
Si 7.742 12.829 4.372 0.004 -0.004 -0.009
Si 11.657 12.841 4.336 -0.002 0 -0.002
Si 0.044 5.802 5.377 0.003 0.013 0.014
Si 3.977 5.868 5.751 0.005 -0.005 -0.018
Si 7.782 5.869 5.549 0.004 -0.004 0.006
Si 11.566 5.786 5.595 -0.003 0.009 -0.004
Si 1.925 12.199 5.6 -0.005 0.005 0
Si 5.76 12.293 5.597 0.002 0.01 0.014
Si 9.737 12.269 5.566 0.001 0.001 0.011
Si 13.597 12.202 5.566 0.004 0 -0.002
Si 0.051 3.526 5.904 -0.003 -0.006 0.003
Si 4.094 3.484 6.053 -0.018 0 0.005
Si 7.833 3.458 5.973 -0.007 -0.008 -0.004
Si 11.637 3.398 5.995 -0.005 -0.007 0
Si 1.926 9.865 6.059 -0.001 0.001 -0.003
Si 5.735 9.973 5.978 0.005 -0.009 -0.01
Si 9.721 9.977 5.927 -0.005 0.003 0.005
Si 13.561 9.879 5.941 -0.013 0.002 0.005
Si 2.675 3.317 13.86 0.001 -0.004 -0.014
Si 7.041 4.222 9.183 -0.006 -0.019 0.038
Si 9.708 2.658 7.179 0.006 0.005 -0.003
Si 13.631 2.785 7.108 -0.006 0.016 0.004
Si -0.053 9.22 7.234 0.001 -0.01 0.001
Si 1.948 3.953 9.08 0.02 -0.042 -0.066
Si 7.75 9.697 7.156 0.006 0.012 0.003
Si 11.588 7.1 7.581 0.002 0.001 0.012
Si -1.876 6.358 8.446 -0.015 0.016 0.004
Si 4.067 7.042 7.933 0.005 -0.003 0.01
Si 1.957 6.279 8.817 -0.01 0.018 0.032
Si 7.85 7.281 7.458 -0.021 -0.003 -0.002
Si 3.196 10.824 9.239 0.001 0 -0.007
Si 5.908 13.241 7.799 -0.01 -0.011 -0.003
Si 11.413 10.103 12.13 0.017 0.003 -0.004
Si 7.735 11.745 8.598 0.004 -0.008 0.013
Si 1.508 7.828 17.618 0.011 0.02 -0.003
Si 6.081 2.838 7.414 0.001 0.016 -0.013
Si 11.646 9.424 7.22 -0.001 -0.019 -0.006
Si 15.61 6.889 7.395 -0.013 -0.003 -0.029
Si 3.736 13.039 8.822 0.01 0.012 0.009
Si 6.271 6.527 9.001 -0.019 -0.004 -0.016
Si 7.927 16.923 23.794 0.006 -0.018 -0.024
Si 13.68 13.295 7.664 -0.025 -0.008 -0.002
Si 6.575 3.527 11.348 0.02 0 -0.02
Si 9.638 6.405 8.714 0.037 -0.026 -0.007
Si 12.262 1.394 10.925 -0.003 -0.004 -0.001
Si 15.419 3.86 10.352 -0.006 0.059 0.026
Si 3.856 9.385 7.393 -0.005 -0.006 0.001
Si 6.471 12.065 12.992 0.003 0.01 0.02
Si 8.268 14.62 13.318 0.007 0.006 0.002
Si 16.467 11.112 10.217 -0.023 -0.018 0.013
Si 2.027 2.943 7.018 0.013 0.004 0.018
Si 6.249 6.107 13.073 -0.017 0.001 0.014
Si 13.48 4.106 9.005 0.011 -0.014 -0.018
Si 9.507 4.075 9.001 0.003 0.015 0.011
Si 1.052 7.676 13.317 0.007 0.013 -0.015
Si 12.351 10.474 9.265 0.004 0.019 -0.015
Si 9.702 13.09 7.812 -0.002 0.003 -0.008
Si 15.589 13.119 9.135 0.026 -0.004 -0.01
Si 0.391 1.407 13.896 -0.001 -0.017 0
Si 11.542 3.625 10.33 -0.024 -0.024 -0.028
Si 10.98 -4.904 14.107 -0.009 -0.001 0.008
Si 16.049 6.201 10.754 -0.013 -0.03 0.013
Si 1.876 13.545 7.548 -0.018 0.011 0.007
Si 1.862 10.537 12.509 -0.019 0.011 0.009
Si 7.734 7.487 10.701 0.01 0.006 0.028
Si 8.878 7.723 16.425 -0.027 -0.008 -0.005
O 12.317 1.47 20.591 0.003 0.006 -0.003
O 9.89 11.737 22.101 -0.01 -0.017 0
O 26.479 15.372 18.537 0.003 0.005 0.001
O -7.025 11.447 25.6 0.001 -0.001 -0.002
O -5.929 -11.752 12.592 0.005 -0.003 -0.002
O 20.463 -16.321 15.791 -0.006 0.002 0.01
O 11.919 -5.941 26.589 -0.014 0.003 -0.008
O 6.059 13.376 17.683 -0.008 -0.003 -0.001
O 3.29 3.599 10.04 0.003 0.001 0.014
O 11.895 4.018 20.601 -0.001 0.007 0.007
O 12.746 1.807 25.218 0.027 0.014 0.007
O 16.827 6.251 17.22 -0.016 -0.023 -0.002
O 7.478 6.957 16.016 0.01 0.011 0.002
O -2.366 6.926 18.135 0 -0.003 0.001
O 11.71 4.712 11.582 0.005 0.016 0.017
O 0.771 22.389 21.303 0.003 -0.008 0.001
O 6.049 4.679 16.123 -0.018 -0.006 0.007
O 15.386 0.994 12.382 0.004 -0.002 0.012
O 10.255 23.475 18.586 0.001 -0.006 0.003
O 27.91 10.988 22.398 -0.015 -0.008 -0.004
O 41.443 8.995 12.943 0.008 -0.001 0.004
O 20.963 5.687 18.575 -0.006 0.002 -0.006
O -14.037 6.975 25.752 -0.006 -0.004 -0.001
O 10.668 11.556 12.122 0.003 -0.003 0.003
O 21.655 11.21 14.356 -0.005 -0.001 0.004
O 24.36 20.158 22.715 0.001 -0.01 -0.002
O 24.531 18.945 20.319 0.004 -0.001 0.004
O 20.398 18.466 24.09 0.004 0.002 -0.001
O 5.856 23.738 18.928 -0.007 -0.005 -0.007
O 9.839 -5.34 15.158 0.002 0.003 -0.002
O 21.204 17.793 21.598 -0.002 0.005 0.002
O -6.159 8.678 19.996 0 -0.007 0.001
O 19.295 16.855 17.445 -0.023 -0.011 -0.006
O 11.938 8.759 19.478 -0.001 -0.004 0.005
O -9.37 20.319 25.603 -0.004 -0.008 0.005
O 27.644 -4.171 14.957 -0.02 -0.015 -0.012
O -0.913 11.303 24.069 0.004 -0.005 0.009
O -21.237 -5.035 27.845 -0.004 0.003 -0.019
O 8.393 25.69 27.995 0 -0.007 -0.005
O 5.925 17.566 12.234 -0.003 -0.007 -0.004
Si 10.932 10.464 22.036 0.011 0.017 0.012
Si 19.335 4.845 30.909 -0.003 0.003 -0.002
Si 7.352 10.506 10.669 0.014 0.027 0.007
Si 6.133 16.184 21.805 0.022 -0.018 -0.011
Si 19.297 28.042 11.008 0.008 0.002 0.014
Si 17.146 7.878 29.127 -0.003 -0.007 -0.001
Si 17.596 11.663 14.635 -0.009 0 -0.002
Si -3.978 3.163 17.102 -0.018 -0.015 -0.012
Si 14.433 5.974 14.506 0.003 0.007 -0.014
Si 6.32 11.753 17.566 0.005 0.009 0.011
Si -1.721 14.015 16.252 -0.007 -0.009 -0.007
Si 13.294 12.051 23.321 0.012 -0.003 -0.004
Si -8.346 5.534 15.226 0.006 -0.004 -0.004
Si -5.183 6.897 26.602 -0.004 -0.007 -0.015
Si 8.687 20.175 19.306 -0.017 0.005 -0.002
Si 19.126 12.579 21.365 0.011 -0.014 -0.001
Si 17.838 0.978 18.898 0.006 -0.012 -0.002
Si 3.386 2.223 22.711 0.005 -0.001 0
Si -2.412 7.598 19.599 -0.005 0.008 0.005
Si 15.233 12.533 18.404 -0.006 -0.007 0.003
Si 13.885 13.907 20.891 -0.012 -0.014 0.015
Si 5.387 4.412 17.587 0.02 0.002 0.002
Si 3.8 1.017 29.06 0.014 0 -0.001
Si 7.76 12.609 26.529 -0.002 0.017 -0.003
Si 0.36 10.458 24.691 -0.025 0.002 -0.017
Si 13.269 6.567 27.486 0.002 -0.019 0.022
Si -7.208 11.954 22.162 0.003 -0.01 -0.008
Si 12.452 18.739 12.375 0.012 -0.006 0.012
Si 2.935 0.07 26.847 -0.04 -0.035 0.023
Si 4.438 8.054 16.657 -0.001 0.003 -0.018
Si 7.021 14.675 17.933 0.001 -0.003 -0.001
Si 3.303 15.68 25.802 -0.009 -0.001 -0.019
Si 12.856 -2.718 14.606 0.01 0.021 -0.006
Si -0.1 7.123 30.492 0.002 0.002 -0.01
Si 15.996 -7.897 16.735 0.004 0.005 -0.011
Si 9.33 10.779 17.23 -0.011 0.018 0.002
Si 14.152 7.501 10.352 0.037 -0.009 -0.064
Si 10.96 25.931 12.603 -0.021 0 0.01
Si 3.577 6.437 14.266 0.017 0.015 0.009
Si 11.207 2.607 20.164 -0.005 -0.017 0.002
Si 8.785 2.907 15.425 -0.011 0.011 -0.003
Si -2.112 -4.987 29.432 -0.013 0.008 0.014
Si 9.388 8.398 23.839 -0.002 0.004 -0.003
Si 13.2 5.631 17.187 -0.013 -0.002 0.001
Si 15.507 4.794 30.874 0 -0.008 -0.006
Si -3.176 18.048 21.613 0.003 -0.012 0.005
Si 11.676 24.781 15.393 -0.008 -0.015 0.003
Si 0.97 -1.271 26.802 0.017 0.009 0.009
Si -9.499 10.686 20.571 -0.004 0.002 0.004
Si 5.14 10.964 15.602 0.007 -0.02 0.001
Si 2.88 2.918 16.747 0.011 0.003 0
Si 14.749 14.464 10.981 -0.005 -0.001 0.004
Si -0.796 9.729 9.467 0.006 -0.002 0.015
Si 4.756 8.674 21.2 0.003 0.009 -0.026
Si 11.805 12.804 9.005 0.01 -0.005 0.005
Si 15.979 8.173 20.513 0.005 0.009 -0.001
Si 14.013 2.598 25.917 -0.04 -0.039 0.041
Si 4.46 10.783 11.208 -0.001 0.003 0.035
O 17.929 -11.35 26.122 0.013 0.031 -0.021
O 7.943 0.701 21.813 -0.002 0.003 0.006
O 18.908 -2.801 12.262 0.024 -0.01 -0.022
O 5.1 -13.568 12.059 -0.014 0.01 -0.017
O 9.184 19.594 10.311 -0.003 0.004 -0.004
O 17.121 10.405 23.664 0.008 -0.001 -0.02
O -1.078 25.643 19.773 0.002 -0.001 -0.005
O 1.301 23.743 15.837 -0.02 -0.003 0.005
O -7.3 -3.739 10.626 0 -0.018 -0.001
O 14.554 20.183 26.826 -0.008 0.018 0.021
O 20.002 7.908 19.757 -0.006 -0.002 0.006
O 12.859 10.239 12.943 -0.025 -0.007 -0.014
O -7.572 15.003 16.598 -0.007 -0.006 -0.003
O -7.535 14.371 19.246 0 -0.001 0.006
O 14.573 -6.505 24.474 0 -0.016 -0.007
O -0.568 0.928 17.368 -0.003 -0.001 0
O 14.883 -1.749 17.739 0 -0.001 -0.001
O 34.522 0.604 22.759 -0.01 0.002 -0.006
O 9.73 15.27 20.88 0.006 0.006 -0.003
O 19 13.431 19.972 -0.012 0 0.002
O 12.002 12.19 26.298 -0.009 -0.011 -0.017
O 7.023 0.711 13.446 -0.002 -0.01 -0.007
O -7.367 9.365 24.092 0.002 -0.006 0.005
O 2.354 20.348 14.28 0.001 -0.01 -0.001
O 3.38 -9.864 24.162 -0.008 -0.009 0.004
O 12.785 6.489 20.741 0 0 -0.003
O 5.448 2.356 11.153 -0.01 0 0.002
O -20.864 15.415 26.597 -0.002 0.01 0.014
O -5.814 -3.102 29.694 -0.001 -0.018 -0.036
O 29.816 22.998 15.243 0.008 0.001 0.019
O 23.436 -1.187 17.453 -0.003 -0.014 -0.004
O 16.55 15.72 13.853 0.004 0.006 0.003
O 9.824 7.595 25.196 0.001 0.002 -0.001
O -5.212 11.563 16.127 -0.002 -0.006 0.001
O 7.286 19.909 12.243 0.002 0.006 -0.019
O 13.306 6.177 15.656 -0.004 -0.005 0.003
O 3.139 18.507 22.109 -0.011 -0.002 -0.002
O 0.16 5.081 15.144 -0.003 -0.002 0.015
O 1.481 -4.851 19.234 -0.016 -0.002 0.006
O 9.116 15.949 24.285 -0.015 0.011 0.001
O 2.997 1.466 17.479 -0.006 0.003 -0.003
O 5.095 11.839 21.341 -0.008 -0.001 0.002
O -4.548 -7.118 22.355 -0.001 -0.003 0
O 4.758 19.637 13.191 -0.006 -0.012 0.008
O -25.703 -5.349 22.224 0.001 -0.015 0.01
O 1.496 27.892 19.418 -0.005 0.001 0.002
O -10.839 28.341 21.742 -0.015 -0.004 0.01
O 15.296 21.729 24.825 0.002 0.011 -0.003
O 4.899 15.536 26.315 0.008 -0.009 -0.01
O 18.895 13.791 10.313 0.002 0.008 0.005
O 15.092 7.402 14.051 -0.01 -0.012 0.009
O 7.623 11.323 12.076 -0.003 -0.003 -0.013
O 8.471 -8.078 22.41 0 0.004 0.013
O 23.43 14.007 25.674 -0.006 -0.014 0.003
O 20.258 -28.699 26.276 0.004 0 0.004
O 22.565 -17.976 19.091 0.003 -0.004 -0.003
O 3.922 12.178 25.727 0.026 -0.002 -0.012
O 18.398 8.451 17.155 -0.013 -0.006 0.007
O -5.036 0.791 24.656 -0.006 0.005 0.002
O 11.846 4.741 17.337 0.006 0.005 0.004
O -16.355 17.635 17.562 0.005 0.001 -0.004
O 8.413 30.155 15.162 -0.006 -0.009 -0.007
O 6.227 24.934 26.814 -0.003 -0.01 -0.006
O 12.888 2.526 16.555 0.003 0 0.001
O -11.705 -5.437 26.844 0.03 0.015 -0.008
O 16.981 0.354 14.458 -0.004 -0.002 0.001
O 28.437 7.199 11.5 -0.033 0.003 0.041
O -17.204 18.103 13.201 -0.01 0.006 0.004
O 7.489 18.101 24.837 -0.003 -0.001 -0.002
O 10.341 15.744 15.967 0.012 -0.002 0.006
O 17.855 11.577 21.384 -0.002 -0.015 0.011
O 22.992 23.791 21.046 0.002 -0.006 0.012
O -2.758 25.579 16.382 0.005 0.01 -0.004
O 13.459 4.778 22.671 -0.013 0.003 -0.009
O -4.878 -3.51 23.189 -0.011 -0.005 0.001
O 14.456 8.289 19.999 -0.004 -0.008 -0.003
O 19.166 -1.162 15.169 -0.003 0.002 -0.001
O 14.507 1.372 14.817 -0.006 0.001 0.006
O 5.954 21.187 28.095 0.005 -0.002 -0.006
O 9.789 5.335 26.797 0.002 0.021 -0.006
O -0.591 15.224 20.977 0.004 0.004 -0.001
O -1.513 13.19 22.349 -0.003 0.003 -0.006
O -12.127 -10.166 15.201 -0.002 0 0.002
O 1.146 17.347 20.604 -0.003 -0.002 -0.003
O -14.53 9.191 12.753 -0.006 -0.008 -0.001
O 3.347 9.186 21.889 -0.015 0.008 0.003
O 8.781 -3.494 16.678 0.003 -0.009 -0.002
O 15.772 8.698 16.934 -0.002 -0.009 0.01
O 7.824 2.946 12.234 -0.008 0.003 -0.004
O 16.813 32.203 12.175 0.002 -0.002 -0.001
O 24.836 7.041 17.841 0.007 0.001 0
O 1.376 -25.947 18.681 -0.003 0.001 0.001
O 21.106 -7.644 26.699 0.006 0.009 -0.006
O -9.41 11.091 24.385 0 0.002 -0.003
O -4.09 -6.315 13.428 -0.003 0.004 0.005
O 22.102 16.023 23.381 -0.006 0.008 0.005
O 5.791 35.588 10.737 -0.021 -0.029 -0.009
O -14.09 16.383 16.855 -0.009 0.006 0.003
O -9.331 15.988 18.314 -0.012 0 -0.006
O -12.465 -7.902 13.983 -0.006 -0.009 0.002
O 11.439 13.038 14.172 -0.002 -0.001 -0.015
O 31.685 17.692 23.122 -0.011 -0.001 0
O 11.632 -3.126 10.57 -0.013 -0.002 0.032
O 17.387 2.462 22.035 -0.001 0 -0.003
O 16.292 -18.685 21.562 -0.003 -0.003 -0.005
O 19.748 -6.132 15.729 -0.002 -0.008 -0.013
O 14.671 3.56 24.732 0.014 0.028 -0.041
O 18.724 2.62 12.513 -0.005 0.003 0.009

Results
free energy: -253263.648 eV
free energy less fixed offsets of O -568.88, Si -635.61 eV per atom: 2.852 eV

The program warned: the cutoff lies below the one the program advises for these potential files; the exchange-correlation potential is rough where the density is thin.
